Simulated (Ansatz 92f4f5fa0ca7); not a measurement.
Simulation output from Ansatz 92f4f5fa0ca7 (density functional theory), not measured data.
Periodic cell of 258 atoms, Si166O92, from a study of silicon, its oxide and their interface. The atomic structure is a simulated model.
Doubt: the cutoff is far below the 930 eV that the study's wrapper takes by default for these files, so forces and energies are approximate.

Settings
functional: PBE
potential files: Ansatz PAW
basis: plane waves
wave-function cutoff: 580 eV
density cutoff ratio: 5
exchange-correlation grid ratio: 1
k mesh: 1 x 1 x 1, Gamma-centred
self-consistency stop: 5e-08 eV per atom in the density residual
occupations: fixed
spin: none
net charge: 0

Cell vectors (angstrom)
a	10.938	0	0
b	0	10.938	0
c	0	0	37.8976

Atoms and the computed forces on them: element, x, y, z (angstrom), force x, y, z (eV/angstrom)
Si	0	0	0.683	-0.0177	0.0216	0.0058
Si	5.469	0	0.683	-0.0215	-0.0037	-0.0271
Si	2.7345	2.7345	0.683	-0.0305	-0.046	-0.0052
Si	8.2035	2.7345	0.683	0.0089	0.029	-0.0268
Si	0	5.469	0.683	0.01	-0.0248	-0.0183
Si	5.469	5.469	0.683	0.0301	0.0182	-0.0047
Si	2.7345	8.2035	0.683	0.0238	0.0286	-0.0114
Si	8.2035	8.2035	0.683	-0.0026	0.0388	-0.0024
Si	1.3673	1.3673	2.0503	-0.0511	0.0329	0.112
Si	6.8362	1.3673	2.0503	0.0035	-0.0627	-0.213
Si	4.1018	4.1018	2.0503	-0.0579	0.053	0.0214
Si	9.5708	4.1018	2.0503	-0.0485	-0.0256	-0.1563
Si	1.3673	6.8362	2.0503	-0.0791	0.0119	-0.242
Si	6.8362	6.8362	2.0503	-0.079	-0.0096	0.0831
Si	4.1018	9.5708	2.0503	0.0609	0.0131	-0.1527
Si	9.5708	9.5708	2.0503	-0.0018	-0.0148	0.0561
Si	2.7345	0	35.8461	0.1893	0.3939	0.0295
Si	8.2035	0	35.8461	-0.0375	-0.0893	0.1022
Si	0	2.7345	35.8461	0.0551	-0.074	-0.1848
Si	5.469	2.7345	35.8461	-0.1138	0.1163	-0.0308
Si	2.7345	5.469	35.8461	0.0094	-0.1243	0.0693
Si	8.2035	5.469	35.8461	-0.145	0.0883	-0.1443
Si	0	8.2035	35.8461	-0.0069	-0.1495	0.1176
Si	5.469	8.2035	35.8461	0.2392	-0.1495	-0.0202
Si	4.1018	1.3673	37.2134	-0.0439	-0.0444	0.0582
Si	9.5708	1.3673	37.2134	0.0541	-0.0906	-0.0167
Si	1.3673	4.1018	37.2134	-0.0272	0.0938	0.0198
Si	6.8362	4.1018	37.2134	-0.0235	-0.0057	-0.0044
Si	4.1018	6.8362	37.2134	-0.0093	-0.0143	-0.0128
Si	9.5708	6.8362	37.2134	0.0159	0.0369	0.0297
Si	1.3673	9.5708	37.2134	-0.0104	0.0095	-0.0481
Si	6.8362	9.5708	37.2134	0.0438	0.0055	0.0306
Si	-3.9959	-1.3003	31.7372	0.1532	0.2369	-0.2201
Si	4.6418	0.8139	28.0886	-0.2041	0.3524	-0.1094
Si	2.652	-0.0479	30.5879	-0.1104	-0.2691	-0.0593
Si	8.2092	6.9828	25.098	-0.1409	0.2269	-0.1952
Si	-1.5068	6.4685	17.3585	-0.1244	-0.2523	0.1682
Si	2.8806	7.083	27.5556	0.161	-0.0335	0.2037
Si	7.9109	11.7068	18.8643	-0.1741	-0.0584	-0.0389
Si	9.6229	12.3678	31.9203	-0.0061	-0.0232	0.0649
Si	-2.7239	0.2879	26.9806	-0.515	0.2368	-0.3276
Si	10.8774	2.7262	30.4131	0.089	0.0236	0.3111
Si	9.2315	3.677	29.0396	0.0852	0.0258	0.0605
Si	7.0302	7.0674	29.1862	-0.233	0.039	-0.0185
Si	-0.5038	9.8015	29.1724	0.3729	-0.0248	0.0442
Si	8.1957	5.3658	30.344	-0.045	0.15	0.0557
Si	0.8779	6.1036	25.4735	0.1699	-0.0191	-0.1994
Si	9.7498	12.7752	24.8299	-0.0952	-0.3406	-0.081
Si	7.5824	-0.7672	14.6905	-0.1729	0.1905	0.0926
Si	10.0111	4.7111	26.0556	0.1048	0.14	-0.0653
Si	0.5149	7.6372	14.3185	-0.0201	-0.184	0.2312
Si	4.2088	1.3517	31.6592	0.1428	-0.0635	-0.0814
Si	6.6925	4.0138	31.5601	-0.0517	0.3364	-0.2593
Si	8.5964	10.9013	30.432	0.0431	-0.3641	0.1572
Si	0.3825	7.9477	30.526	-0.1623	0.0725	0.0993
Si	4.0429	6.9402	31.7395	0.1269	0.0656	-0.0251
Si	1.1213	6.1329	18.4159	0.1612	-0.1898	0.1597
Si	5.4644	-2.6052	30.439	0.1671	0.0359	-0.0695
Si	1.4091	4.2271	31.563	-0.0296	-0.067	-0.0083
Si	3.9915	-1.2781	29.103	-0.5545	-0.1594	0.6912
Si	-0.715	4.6351	15.3694	-0.1219	-0.0917	0.0723
Si	5.6661	7.284	26.5822	0.0703	-0.166	-0.087
Si	0.9442	11.8692	29.2949	-0.0856	-0.1431	-0.0926
Si	9.6103	6.7623	31.7212	0.2203	0.1253	-0.0139
Si	0.0131	0.0213	33.2422	0.0366	0.0156	0.0257
Si	5.5272	0.0374	33.117	0.0695	-0.1089	-0.0321
Si	2.8051	2.8077	32.9708	0.0125	0.0236	-0.0654
Si	8.1139	2.8023	33.091	-0.0549	-0.4719	-0.0973
Si	0.0296	5.4178	33.1037	-0.0359	0.0727	-0.0431
Si	5.4254	5.4458	32.9985	-0.1688	0.0612	-0.0054
Si	2.7981	8.2105	33.2504	-0.1059	0.2166	0.1492
Si	8.2418	8.1773	33.077	-0.064	-0.0698	-0.0557
Si	1.4419	1.4397	34.4572	0.0102	-0.1175	-0.0476
Si	6.8528	1.3933	34.4974	-0.0892	0.0749	-0.0256
Si	4.1052	4.12	34.4532	0.0076	-0.0492	-0.0438
Si	9.554	4.0996	34.4734	0.0525	0.1805	-0.0071
Si	1.3656	6.8175	34.4981	0.0196	-0.0106	0.0163
Si	6.8215	6.8115	34.4246	0.105	0.0388	-0.0299
Si	4.16	9.6184	34.5179	0.0199	-0.0599	0.0079
Si	9.5589	9.5488	34.5053	-0.0062	0.1147	0.0081
Si	2.7369	-0.0143	3.4035	0.0201	-0.0504	0.0104
Si	8.1827	-0.0027	3.409	-0.0673	0.088	0.009
Si	-0.025	2.737	3.42	-0.0337	0.02	0.0072
Si	5.4693	2.7233	3.404	0.0192	-0.0536	-0.0024
Si	2.7212	5.4814	3.4044	-0.0228	0.0123	-0.0029
Si	8.1963	5.4506	3.4119	0.0492	-0.0251	-0.0186
Si	-0.0059	8.1831	3.4075	0.024	-0.0101	0.0129
Si	5.4513	8.202	3.4225	0.0045	-0.0081	0.0083
Si	4.1124	1.3456	4.7579	-0.0229	0.0391	0.0025
Si	9.5071	1.388	4.7796	0.0303	-0.0605	0.0438
Si	1.3208	4.1527	4.7591	0.0604	-0.0208	-0.0059
Si	6.8285	4.0819	4.7758	-0.0324	0.0346	0.0207
Si	4.0518	6.8573	4.7883	0.0336	-0.0333	0.0732
Si	9.5618	6.8155	4.7713	-0.0957	-0.0309	0.0048
Si	1.3886	9.5281	4.7535	-0.0273	0.069	0.0258
Si	6.8136	9.5794	4.7832	0.04	0.0095	0.0325
Si	2.5753	0.127	8.7701	0.0453	0.0136	0.0078
Si	5.4351	-0.0219	6.1904	0.0364	0.025	0.0365
Si	2.7214	2.7617	6.0162	-0.0062	0.0166	0.0926
Si	8.2867	-0.146	8.7748	0.0639	-0.0164	-0.2324
Si	-1.4191	4.1379	7.57	-0.05	-0.0313	0.0787
Si	2.7246	5.3951	8.8834	-0.0557	-0.0951	0.0173
Si	2.6979	8.1974	6.2393	-0.0404	0.0394	0.0195
Si	8.1885	8.1867	6.1019	0.0403	-0.0302	0.037
Si	-0.9007	0.8604	10.0294	-0.4554	0.2826	0.0161
Si	8.1431	2.7335	6.2244	-0.0271	-0.0086	-0.0409
Si	-0.0187	2.6405	8.7557	0.1003	0.0336	-0.1331
Si	13.9146	6.3816	13.1527	0.2183	-0.4756	-0.2411
Si	-2.8352	5.5827	8.8508	-0.0094	0.0675	-0.1121
Si	5.4359	5.463	6.0845	-0.0034	-0.0234	-0.0325
Si	6.7476	6.8619	7.43	-0.1168	0.0356	0.0434
Si	10.9196	10.9075	6.017	0.0261	-0.0119	0.0379
Si	1.4136	-2.746	23.3616	0.0148	0.1282	-0.0758
Si	3.4448	4.2873	17.4952	0.0465	0.0355	0.0179
Si	1.6528	3.6359	10.0505	-0.0879	0.1543	0.0902
Si	1.321	1.3953	7.2905	-0.18	0.054	-0.2111
Si	-1.9556	7.3242	10.2353	-0.1168	0.1477	0.0914
Si	3.3512	1.9043	10.1405	0.1459	0.0695	-0.0447
Si	-0.1055	10.5875	18.265	0.0394	0.1834	0.2972
Si	1.3088	6.8619	7.6693	0.0505	0.0604	0.1794
Si	6.7755	1.3275	7.6038	0.1293	0.0138	0.1476
Si	13.0486	6.2727	21.1034	-0.0245	-0.046	0.0107
Si	3.3586	-0.1649	12.3116	-0.0889	0.3174	-0.3321
Si	3.5167	0.8646	15.1907	-0.0805	0.2573	0.2261
Si	-0.0224	5.5001	6.2054	-0.0219	-0.0386	0.1029
Si	6.3505	10.4436	11.7385	0.4811	-0.4591	-0.4233
Si	4.7426	14.0043	22.459	-0.1024	-0.0887	0.0524
Si	6.6479	11.9113	16.0271	0.0366	0.1228	0.3391
O	-12.2846	37.7357	16.8472	0.0001	0.1038	0.0069
O	-5.4929	36.8323	21.3362	-0.0009	0.0632	-0.0237
O	12.9192	21.0202	11.7028	-0.1261	-0.0226	0.0148
O	-8.5248	-12.9633	24.4265	-0.0163	-0.0232	0.0483
O	-1.0861	4.3716	27.6485	-0.1395	-0.1352	-0.0705
O	5.4604	16.3466	10.8372	-0.0022	-0.0563	-0.5564
O	-19.0336	16.9363	28.802	-0.1157	0.1574	0.0436
O	-10.6603	4.8389	18.9564	-0.0285	0.1185	-0.0791
O	4.4447	15.4723	16.2357	0.0389	-0.0085	-0.0373
O	-2.3446	-36.4385	23.5519	0.049	-0.1227	0.1735
O	4.7578	-0.8907	11.8141	-0.1916	0.0526	0.2038
O	17.8465	19.6436	14.9939	0.0999	0.012	-0.0355
O	-30.79	5.0787	12.8845	0.0699	0.1159	0.1883
O	31.1396	-10.8862	18.2968	0.0674	-0.0477	-0.0728
O	43.7606	-4.8826	14.8687	0.1572	0.3678	-0.0085
O	-14.9198	22.027	25.877	0.193	-0.1475	0.132
O	-12.9169	-2.8531	26.0844	-0.0538	0.0134	0.2584
O	22.8491	-16.7576	21.457	-0.022	-0.0257	-0.0335
O	-32.5341	47.0805	15.4602	0.0299	-0.0942	-0.123
O	29.2986	-7.3496	11.2075	0.1524	-0.2236	0.1103
O	16.6899	19.8323	26.9115	-0.02	0.1253	-0.0556
O	18.7762	24.254	21.5383	0.0198	0.0095	0.1009
O	17.2507	-4.4945	27.8283	0.0776	-0.07	-0.0541
O	-24.3348	17.4811	18.6796	0.0371	0.0609	-0.1323
Si	-14.2974	-7.6812	14.4812	-0.1217	0.3149	0.1385
Si	7.6478	-5.295	19.752	0.0912	0.0242	0.1653
Si	-5.6554	2.7033	8.92	-0.1601	0.0258	-0.1385
Si	-16.2708	24.1817	29.8846	0.3787	-0.6762	0.2904
Si	4.0585	4.0961	7.4188	0.0848	-0.0713	0.062
Si	-6.0794	15.9347	20.167	-0.1132	-0.0722	0.0041
Si	-3.3355	-3.7017	15.0148	-0.0587	-0.3608	-0.0867
Si	-1.2773	9.4909	7.4127	0.0006	0.1493	0.0952
Si	9.5337	28.499	12.4557	-0.3901	-0.3076	-0.7829
Si	-3.6157	12.5978	22.8942	-0.1783	-0.17	-0.0341
Si	13.5392	-7.2988	24.5008	0.1302	-0.3569	-0.1214
Si	-20.5107	20.4621	31.972	-0.0542	-0.0525	0.1439
Si	18.7345	1.6716	28.9727	-0.1393	-0.2425	-0.1674
Si	0.8046	4.2306	12.1889	0.0626	0.1162	-0.4418
Si	-8.541	23.1794	17.8592	0.0865	0.1144	0.2576
Si	8.917	9.0158	27.4764	0.3043	0.5049	0.0877
Si	15.2141	-15.3837	10.3231	0.1849	-0.0622	0.149
Si	-7.9941	-0.5515	24.835	-0.1082	0.1233	-0.1688
Si	16.4646	10.441	26.3603	0.349	0.5662	-0.3948
Si	8.5446	35.5364	20.1239	0.1947	0.1719	-0.1131
Si	16.2354	27.0551	15.0068	-0.0557	-0.0691	0.0159
Si	18.7108	-11.7132	21.398	0.0278	-0.0436	0.2321
Si	-11.0758	-0.9468	15.2366	0.055	0.2718	-0.1536
Si	13.1705	17.147	30.3674	0.0019	-0.1188	-0.0866
Si	8.5352	18.3451	21.936	-0.0411	0.098	-0.0524
Si	11.8773	13.1023	14.4737	0.032	0.1857	-0.0048
Si	-14.1189	-8.8581	11.7291	0.2298	0.0891	-0.1872
Si	10.9216	8.305	9.1162	-0.2684	-0.0954	-0.0446
Si	1.2802	12.2758	23.127	0.1718	0.0076	0.0148
Si	-8.2291	12.3958	26.9259	-0.1897	-0.0269	-0.0433
Si	-6.8863	20.5337	7.6162	0.0159	-0.0621	0.0746
Si	18.2157	9.1052	10.0761	0.2104	-0.3018	-0.069
Si	21.5505	-1.591	21.1224	-0.0655	-0.0687	0.148
Si	6.509	4.3441	10.0533	-0.0685	0.2998	0.347
Si	-10.4311	3.9998	20.3217	-0.0032	0.0075	0.0602
Si	-9.9389	10.2062	10.2886	0.3745	-0.2602	-0.0311
Si	-8.4	12.6958	20.6424	0.0465	-0.0828	0.0927
Si	5.4277	-13.7093	8.9589	-0.0211	-0.2464	-0.0478
O	6.1631	-6.8983	14.2208	0.1426	-0.0731	-0.0105
O	40.9079	30.0941	28.6479	-0.2056	-0.3851	0.0984
O	-8.3894	-10.457	23.6611	0.025	-0.1044	-0.0007
O	4.5579	32.2472	25.0343	0.0904	-0.1866	0.0567
O	0.807	-9.9268	18.147	-0.1054	-0.0723	-0.0748
O	24.8013	-32.4788	16.6431	0.0532	-0.0639	-0.1029
O	24.1555	-3.6415	22.3292	-0.0008	-0.0078	0.006
O	-30.6817	29.3606	14.0287	-0.1212	0.111	-0.0176
O	0.4773	7.1871	24.2643	0.1101	-0.1989	0.2669
O	-29.0294	2.0329	21.6349	0.0395	0.0306	-0.0233
O	-18.3781	17.9251	11.7159	0.0094	0.1329	-0.0935
O	-6.9793	3.89	23.6273	-0.0104	0.0562	0.0438
O	-12.6245	1.5598	11.3308	-0.0157	0.0244	0.1609
O	18.8246	36.8767	19.452	-0.0022	-0.0615	-0.0337
O	11.6288	20.2808	22.4229	-0.0128	-0.0521	-0.0052
O	8.2752	6.7669	13.5587	-0.0017	0.0353	0.1588
O	-27.7228	12.1337	15.504	-0.0097	0.0333	-0.091
O	5.8594	24.106	23.2696	0.106	0.0312	0.0333
O	32.5166	-3.1834	12.8881	0.2939	0.1071	0.1707
O	12.4059	12.7266	27.9429	-0.0415	-0.1103	-0.0804
O	3.6099	38.5495	20.8599	0.0696	0.0203	0.0259
O	-8.5641	5.5444	17.5262	-0.0991	0.0898	-0.0061
O	13.0006	16.0322	24.9352	-0.1486	0.2402	0.1182
O	22.2885	-10.3321	14.7279	-0.1426	-0.3954	0.141
O	20.1482	10.083	14.8271	0.1838	-0.0613	0.1219
O	21.8911	7.0397	17.6328	0.0076	0.0764	-0.0741
O	-26.0296	11.6953	17.6574	-0.012	-0.0095	-0.015
O	-11.5336	16.0915	12.2205	-0.0711	0.0576	0.1768
O	0.2731	31.5876	19.6291	-0.0357	0.0422	-0.1897
O	8.1486	16.9123	21.2791	-0.0348	0.0388	-0.0169
O	30.5429	5.4702	25.4914	-0.0354	-0.1376	0.0543
O	-4.8829	16.9331	19.6827	0.0113	0.0164	-0.0386
O	-0.9807	29.7107	21.2221	0.0266	0.0526	-0.0214
O	-2.1859	18.2872	16.1742	0.1027	0.0984	-0.0405
O	-6.6526	27.7914	13.9856	-0.043	0.0987	0.0152
O	12.4079	17.8812	26.7573	-0.0177	0.1384	-0.0842
O	-1.4353	22.8065	26.167	0.163	0.0686	0.0163
O	-22.0266	22.9066	23.8394	-0.0785	0.0678	0.1853
O	1.6734	17.9338	19.6926	-0.0237	0.0227	-0.0685
O	14.3302	-0.2029	13.9549	-0.0506	-0.1993	-0.1016
O	13.6192	-19.0274	17.3978	-0.0563	-0.1171	-0.0426
O	-28.4643	-6.7409	18.8465	0.0373	0.0009	0.0151
O	11.0562	-12.0751	16.8502	0.0047	-0.0462	-0.1401
O	9.4032	-11.4695	21.4153	0.0452	0.0003	-0.0167
O	-3.7483	-11.4785	13.1251	-0.1387	0.0453	-0.0335
O	28.4753	-20.8234	11.1613	-0.2132	0.0138	0.2976
O	24.1199	54.7306	26.1851	-0.0257	-0.062	0.1018
O	1.5744	46.6646	23.4505	-0.0766	0.03	0.0524
O	10.1264	-29.7426	20.538	-0.0553	0.0542	0.0585
O	15.0509	-15.0799	26.4966	-0.0767	0.0362	-0.0349
O	-3.4725	2.4	15.8616	-0.0248	-0.0899	0.0004
O	-7.4616	23.2593	11.7384	-0.0452	-0.1245	0.0702
O	29.0428	10.9851	22.6607	0.0529	0.0571	-0.0112
O	-0.6514	-7.6198	25.2327	-0.0235	0.0204	0.1273
O	3.0722	30.468	28.1641	0.0796	0.362	-0.0037
O	-10.3097	-8.1563	12.9723	-0.0672	-0.182	0.1946
O	12.7961	-51.5631	20.0971	0.0001	0.0184	-0.039
O	2.5707	-30.681	14.7113	0.1144	-0.0905	0.035
O	1.3214	44.805	21.5084	0.0108	0.0218	0.0156
O	-36.0139	2.1263	13.3415	0.0563	-0.0106	-0.0328
O	8.3286	12.9604	24.0919	0.0297	0.106	0.0302
O	-4.3711	-14.8528	25.2411	-0.0336	0.0479	0.1261
O	-36.313	-2.3638	21.5574	0.0158	-0.0274	-0.0514
O	24.9688	-31.852	19.3215	-0.0445	0.0093	-0.1325
O	13.7758	13.6204	25.8248	0.0643	0.1217	-0.0255
O	7.1998	10.7371	19.9947	-0.0711	0.0487	-0.2089
O	30.7748	4.2119	14.4928	-0.0283	0.0297	-0.1178
O	-4.5131	-4.7047	15.5394	0.1395	0.1115	-0.0128

Results
free energy: -157843.830 eV
free energy less fixed offsets of O -568.88, Si -635.61 eV per atom: 4.390 eV

The program warned: the cutoff lies below the one the program advises for these potential files; the exchange-correlation potential is rough where the density is thin.
